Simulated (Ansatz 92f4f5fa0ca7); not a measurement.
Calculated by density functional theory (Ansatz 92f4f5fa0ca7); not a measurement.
Periodic cell of 195 atoms, Si117O78, from a study of silicon, its oxide and their interface. The atomic structure is a simulated model.

Settings: functional r2SCAN; potential files Ansatz norm-conserving; basis plane waves; wave-function cutoff 1300 eV; density cutoff ratio 4; exchange-correlation grid ratio 1; k mesh 2 x 2 x 1, shifted by 0.5 0.5 0.5 of a step; self-consistency stop 5e-08 eV per atom in the density residual; occupations Fermi-Dirac, 0.05 eV; spin none; net charge 0.

Cell vectors (angstrom)
a  11.5403  0  0
b  0  11.5403  0
c  0.9732  -3.6527  27.013

Atoms and the computed forces on them: element, x, y, z (angstrom), force x, y, z (eV/angstrom)
Si  8.6181  10.3134  -0.8789  -0.0847  -0.4815  -0.7218
Si  7.5845  4.9665  0.4848  0.2213  -0.1254  0.179
Si  6.7876  7.8716  2.9343  0.0474  0.2957  -0.3004
Si  0.9352  10.4917  0.8058  0.249  -0.1669  -0.0761
Si  1.3096  4.387  1.4239  0.0479  -0.1173  -0.5949
Si  1.2442  6.775  0.9135  -0.0622  -0.2332  -0.0728
Si  3.7156  10.8542  0.4467  0.34  -0.0179  0.3185
Si  4.8575  4.2355  0.8243  0.0333  -0.2036  -0.2756
Si  4.3848  7.8082  3.097  -0.1036  0.1334  -0.1966
Si  -0.7598  11.5027  2.1686  0.0891  -0.0947  0.2409
Si  -0.6513  3.9313  2.7317  -0.1419  0.0113  0.1217
Si  -0.2958  7.6197  2.5448  -0.5282  -0.6907  0.0125
Si  4.4632  11.5554  2.6416  0.1199  -0.0495  -0.3544
Si  3.384  4.0945  2.6407  0.0045  -0.2195  0.0884
Si  2.8792  8.3328  1.4606  0.4417  0.448  -0.4099
Si  8.4762  11.6082  1.0332  -0.1607  0.5754  0.247
Si  8.3751  4.0912  2.5911  -0.0439  -0.1166  -0.0188
Si  8.6382  7.706  0.6341  0.2329  0.0848  0.2548
Si  -0.2769  1.8228  3.7413  -0.1135  -0.081  -0.1954
Si  -0.2393  5.8131  4.0836  -0.0022  0.5112  -0.1297
Si  -0.3199  9.6757  3.7726  -0.1907  0.0954  0.3907
Si  3.7059  2.0038  3.7864  -0.0328  -0.1757  0.0278
Si  3.6931  5.8687  4.1225  -0.0146  0.0539  0.1929
Si  3.761  9.8126  4.1305  0.2567  0.1384  0.5971
Si  7.5519  2.0858  3.8945  0.0801  0.1655  -0.2404
Si  7.5845  5.8836  4.0033  0.095  -0.0276  -0.0134
Si  7.3852  9.7483  4.2321  0.073  0.0079  -0.0218
Si  9.4644  1.9112  5.2809  0.0001  -0.0236  0.0977
Si  9.4382  5.9588  5.4665  0.0573  -0.0141  0.0092
Si  9.4373  9.7082  5.3984  0.1466  -0.152  -0.2149
Si  1.6999  1.8707  5.1034  0.0875  0.0522  0.0039
Si  1.7106  5.8973  5.3712  -0.0473  -0.0579  0.0964
Si  1.6323  9.7694  5.2587  0.1022  -0.0215  -0.2219
Si  5.5839  2.1208  5.2531  0.0957  -0.0319  -0.0574
Si  5.6526  5.7963  5.3949  -0.1731  -0.1298  0.0546
Si  5.5568  9.7815  5.6407  -0.2078  0.1572  -0.1391
Si  9.416  11.6212  6.8003  -0.0489  0.0201  0.0037
Si  9.5704  3.8902  6.5988  -0.161  -0.0005  -0.0538
Si  9.4348  7.8474  6.855  0.0762  0.0928  0.0413
Si  1.6438  11.6523  6.7082  0.0512  0.0431  0.0148
Si  1.7105  3.8225  6.4956  0.0876  0.0519  -0.078
Si  1.704  7.8517  6.7004  0.0424  -0.0613  -0.0305
Si  5.5926  11.7922  6.7914  0.0579  -0.0649  0.1086
Si  5.5498  3.9097  6.7136  0.1234  0.024  0.0334
Si  5.6006  7.752  6.7664  0.022  0.0028  0.1019
Si  -0.2285  11.6772  8.2334  0.0291  -0.0457  -0.0582
Si  -0.0516  3.8561  8.0354  0.0625  0.1986  -0.1391
Si  -0.141  7.8242  8.1809  -0.1634  0.0649  0.1121
Si  3.6086  11.7143  8.0561  -0.0696  0.0416  0.0976
Si  3.5421  3.8828  7.9492  -0.0806  0.0004  -0.0525
Si  3.6548  7.7991  8.0624  -0.1357  -0.0656  0.1458
Si  7.4927  11.6397  8.2094  0.135  0.0707  -0.0838
Si  7.5968  3.9377  7.8118  0.0596  -0.1714  -0.2012
Si  7.4705  7.8502  8.1756  0.0033  -0.034  -0.0165
Si  -0.1693  2.0911  9.6331  -0.1375  -0.0323  0.0932
Si  0.0052  5.79  9.4087  0.1252  -0.2422  -0.2652
Si  -0.2314  9.7289  9.6241  -0.1276  0.0278  0.0283
Si  3.5271  2.0766  9.4622  -0.0276  -0.0617  -0.0357
Si  3.699  5.7866  9.3166  -0.1565  0.0349  -0.0177
Si  3.5963  9.7691  9.397  0.149  0.1028  -0.1724
Si  7.5609  2.1749  9.2903  -0.06  0.0871  -0.2098
Si  7.6596  5.7812  9.2256  -0.0784  -0.1344  -0.1214
Si  7.3917  9.7076  9.6589  -0.1889  0.0365  -0.0196
Si  9.3253  2.8118  10.6878  0.1493  0.1511  0.0551
Si  8.2217  6.2734  13.3138  -0.033  0.934  0.6776
Si  9.3343  9.4939  10.9946  0.1506  -0.0927  -0.1591
Si  1.748  2.0017  11.1028  0.232  0.1179  -0.0407
Si  1.9363  5.8334  10.8657  0.2105  -0.2855  0.1504
Si  1.7789  9.7509  10.8792  0.0846  -0.03  0.0962
Si  5.9579  5.9988  12.5486  -0.0251  0.0085  -0.5952
Si  5.7261  5.1738  10.3592  -0.0847  0.0823  0.1849
Si  5.3331  9.8172  10.9692  -0.174  -0.021  -0.1226
Si  11.4009  -0.9516  14.4316  0.1507  -0.2393  0.2688
Si  9.8042  7.2561  11.9464  -0.1749  0.1797  0.039
Si  13.8571  7.8145  12.1238  -0.0195  0.0591  -0.0284
Si  2.1244  11.56  12.4176  -0.7424  -0.1606  0.3393
Si  2.0228  3.967  12.4484  -0.5273  0.4227  0.2924
Si  0.2644  7.612  13.3112  0.3082  0.1537  0.6913
Si  5.5768  2.7718  10.3693  0.1075  -0.0092  0.0752
Si  5.8437  2.0743  12.5568  0.1369  -0.0134  -0.1263
Si  4.8428  8.0953  12.6101  -0.0775  0.0809  -0.2001
Si  8.2676  1.85  12.568  0.0157  0.5331  0.5442
Si  0.2539  4.8915  14.8361  0.1594  0.1371  -0.0866
Si  9.5503  5.3471  10.5337  0.1039  -0.1858  -0.1658
Si  4.5555  11.5666  12.6673  0.5897  -0.173  0.4803
Si  5.0239  4.0647  13.5396  -0.6022  0.1692  0.5378
Si  6.0332  9.5975  14.0618  0.0833  0.0406  0.4134
Si  6.3984  3.1839  18.1363  -0.0024  -0.134  0.2047
Si  8.7321  11.0347  12.7716  0.1924  -0.8143  0.2686
Si  7.7802  8.2034  15.9108  0.0568  -0.0717  0.2237
Si  5.5399  7.2087  22.9044  0.0457  0.0336  -0.1928
Si  4.6124  6.8512  19.9642  0.0294  0.0654  -0.0001
Si  13.4313  7.4989  19.1946  0.1011  0.1764  -0.1714
Si  3.5822  5.0144  23.5369  0.1652  -0.0257  -0.0917
Si  11.5276  9.7912  19.4145  0.0815  -0.0242  -0.1833
Si  10.1636  4.3702  22.1065  -0.2827  -0.0831  -0.119
Si  5.989  4.316  15.6427  -0.4052  -0.0535  0.5115
Si  11.9765  2.8037  23.71  0.0208  -0.1269  -0.1493
Si  2.916  2.7596  22.0051  0.0757  -0.0981  -0.2424
Si  13.0031  4.888  17.6982  0.094  0.0604  0.1754
Si  9.8642  10.3788  16.9809  -0.0264  0.146  0.3475
Si  1.7367  4.351  25.9829  -0.0138  0.0033  -0.0523
Si  2.1035  0.3791  23.4102  -0.037  -0.1694  -0.2093
Si  5.7019  8.9649  25.3144  -0.0591  -0.0852  -0.3677
Si  11.4704  10.3488  22.3025  0.0138  0.0051  0.1032
Si  7.9382  7.9211  29.8276  -0.3902  -0.0103  0.1779
Si  12.6443  6.4264  22.1114  -0.0332  0.1612  -0.1702
Si  10.8407  8.0785  23.7939  -0.1169  0.3197  -0.3665
Si  -0.6398  0.7992  20.3636  0.0455  0.0689  0.0781
Si  8.8947  1.4148  18.4014  -0.1088  -0.0796  0.0004
Si  3.741  -0.2618  26.0239  -0.1466  0.1015  -0.0668
Si  8.8343  4.276  14.3972  0.2586  -0.3567  0.5631
Si  3.7523  3.8928  19.4031  0.0759  -0.0668  -0.0355
Si  6.6014  6.1187  17.7474  -0.0934  -0.085  0.1444
Si  7.9017  -1.2172  26.6621  0.1356  0.1344  -0.5185
Si  8.4526  6.4331  23.417  -0.1374  -0.0337  -0.3212
Si  10.7468  3.4276  19.3625  -0.0146  -0.0055  -0.0341
O  9.7563  7.5677  1.798  -0.1036  0.1164  -0.1666
O  7.2684  8.1936  1.3671  0.0772  -0.304  0.1776
O  6.0158  5.4009  0.8077  0.035  -0.2949  -0.1114
O  2.1677  11.3956  0.1844  0.0772  -0.4187  -0.0021
O  12.7001  -0.1516  13.8234  0.2997  -0.0096  -0.6083
O  0.3528  6.4732  14.4816  -0.1006  -0.1801  -0.1149
O  8.1899  7.3117  14.631  -0.1325  -0.2118  0.0051
O  8.895  2.7403  13.8397  -0.3389  -0.1285  -0.303
O  3.3526  4.0524  13.4264  0.4786  -0.0953  -0.4015
O  0.7635  4.0489  13.5343  0.3304  0.0089  -0.2093
O  10.0379  11.1398  13.7541  -0.1554  0.0881  -0.0103
O  -1.2806  4.5056  15.1591  -0.1155  -0.0118  -0.1354
O  0.0137  9.0096  14.114  -0.153  0.1036  -0.2323
O  8.5894  0.219  26.2837  -0.2546  -0.2373  0.2986
O  8.1024  13.0684  0.2924  -0.1724  -0.0494  0.0438
O  11.8803  11.3834  19.4639  -0.3877  -0.1653  0.252
O  4.0567  5.331  20.0912  -0.0114  -0.0169  -0.1505
O  9.0576  8.7915  -0.4825  -0.0189  0.0712  0.0669
O  2.5322  -0.2838  27.1228  0.1745  0.3558  0.1613
O  2.9921  1.1745  22.3017  -0.3095  0.2401  0.2814
O  9.7808  11.1802  -1.6891  -0.2555  -0.2059  -0.0908
O  1.76  9.5376  1.9177  0.2634  0.046  -0.4417
O  12.3995  1.2608  24.0333  0.1715  0.1842  -0.2053
O  3.7801  9.2058  0.3548  -0.551  0.226  0.179
O  5.7003  2.7976  0.6833  -0.0544  0.2506  0.1867
O  8.8487  4.9791  22.8224  0.2653  0.1918  0.1099
O  1.327  5.8044  26.6618  0.1764  0.1452  0.0535
O  13.1668  6.4806  17.9621  0.0302  -0.2158  0.1118
O  4.0602  3.6666  22.7325  -0.3966  0.0987  0.0797
O  1.1616  4.594  16.1419  -0.1866  0.0756  -0.0499
O  11.414  5.3898  22.1585  0.0307  -0.0293  0.1525
O  10.2747  9.6491  18.3902  0.1047  0.2279  -0.2013
O  5.0053  10.8741  14.145  -0.0336  -0.0006  -0.5006
O  5.8963  6.874  18.9925  -0.1131  -0.2009  -0.1264
O  6.3742  8.973  15.5352  0.3499  -0.0467  -0.0895
O  5.3711  8.5643  23.777  0.1355  -0.1354  0.4326
O  -0.6912  0.263  21.8946  0.2302  -0.2307  -0.2046
O  7.4772  10.1703  13.4424  -0.2639  0.0491  0.0495
O  0.5426  3.6946  25.0738  0.099  0.1483  -0.1928
O  1.5023  -0.9528  22.6976  -0.2371  0.2583  0.0658
O  2.8433  4.1035  18.073  -0.152  0.1825  0.0998
O  8.8801  9.3511  16.227  -0.0732  -0.1547  -0.1797
O  14.0339  5.8456  22.6665  0.0079  -0.1494  0.1704
O  9.8278  4.1231  20.5221  0.2734  -0.1105  0.1579
O  9.8512  2.7277  18.1867  0.0053  -0.0917  0.2719
O  7.6246  4.3582  15.4934  0.1336  -0.0032  -0.5048
O  11.7802  4.4263  18.6613  0.1229  -0.0214  -0.0834
O  10.5401  3.0343  22.9849  0.2578  0.2613  -0.0003
O  9.3504  0.786  19.8414  0.3356  0.1474  -0.2138
O  11.1784  10.7128  16.0538  -0.1584  -0.0514  -0.3735
O  1.5255  3.3038  22.6193  -0.0156  -0.1006  0.2286
O  4.9305  7.4361  21.4301  0.0232  -0.1448  0.1334
O  5.6049  5.7008  16.4951  0.2731  -0.2385  -0.0023
O  9.0937  0.2594  17.2792  0.2039  -0.1592  0.0347
O  5.7614  3.0329  16.6382  0.2619  0.3634  0.1644
O  7.1796  9.6634  25.3586  -0.0552  -0.0679  0.3616
O  10.7583  9.7013  23.6163  0.1906  -0.2657  -0.1722
O  3.4742  7.7981  19.3184  -0.1161  -0.2976  0.0914
O  12.2466  7.6529  23.1022  -0.1895  -0.193  0.0559
O  5.142  3.1142  19.1467  -0.0796  0.2525  -0.1082
O  7.6674  7.2129  17.2045  -0.0703  0.0111  -0.3003
O  12.848  6.8924  20.5774  0.0461  -0.0227  0.1247
O  4.7589  11.3468  -0.69  -0.1235  0.1751  -0.2387
O  3.1318  0.0762  24.5911  0.0192  -0.0325  0.2022
O  12.7392  8.9113  18.8396  -0.1459  -0.0999  0.2366
O  7.3749  10.1128  -1.9611  0.5416  0.168  0.0914
O  9.5802  7.4996  22.956  0.1966  -0.1496  0.404
O  8.4233  6.245  -0.0461  -0.0911  0.2192  0.2597
O  7.1452  4.654  18.2899  -0.2081  0.0067  -0.1673
O  0.0131  2.2652  20.1822  -0.3181  -0.0214  -0.0697
O  4.5049  9.8786  25.882  0.073  0.0377  -0.0308
O  4.8713  0.8228  26.5155  0.021  -0.2816  0.1456
O  4.8638  5.9749  23.7055  -0.1637  0.0701  -0.0901
O  3.0217  4.5918  24.9995  -0.3174  0.0537  -0.002
O  2.9183  2.9703  20.4172  0.0587  0.1797  0.2079
O  7.3668  1.9289  18.454  0.1246  0.237  -0.1156
O  11.2421  9.3847  20.9813  0.1107  0.3384  0.0446
O  7.0943  6.8727  22.7056  -0.0358  -0.0362  0.2769

Results
free energy: -49986.186 eV
free energy less fixed offsets of O -463.61, Si -117.95 eV per atom: -24.456 eV
pressure: -1.62 GPa
stress xx, yy, zz, yz, xz, xy (GPa, positive in tension): 2.2, 1.63, 1.02, 0.2, 0.15, 0.16
